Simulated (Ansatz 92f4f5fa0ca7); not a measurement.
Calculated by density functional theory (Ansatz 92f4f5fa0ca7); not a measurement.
Periodic cell of 255 atoms, Si165O90, from a study of silicon, its oxide and their interface. The atomic structure is a simulated model.
Doubt: the cutoff is far below the 930 eV that the study's wrapper takes by default for these files, so forces and energies are approximate.
This geometry differs little from another in the collection (a relaxation step or a small displacement).

Settings: functional PBE; potential files Ansatz PAW; basis plane waves; wave-function cutoff 580 eV; density cutoff ratio 5; exchange-correlation grid ratio 1; k mesh 1 x 1 x 1, Gamma-centred; self-consistency stop 5e-08 eV per atom in the density residual; occupations fixed; spin none; net charge 0.

Cell vectors (angstrom)
a	10.938	0	0
b	0	10.938	0
c	0	0	37.0262

Atoms and the computed forces on them: element, x, y, z (angstrom), force x, y, z (eV/angstrom)
Si	0	0	0.683	-0.0349	-0.0221	-0.0007
Si	5.469	0	0.683	0.036	-0.0254	0.0198
Si	2.7345	2.7345	0.683	-0.0099	-0.0612	-0.0136
Si	8.2035	2.7345	0.683	0.0185	-0.1048	-0.0017
Si	0	5.469	0.683	0.0192	-0.0786	-0.0052
Si	5.469	5.469	0.683	-0.0234	-0.0381	0.0083
Si	2.7345	8.2035	0.683	0.0719	-0.0312	-0.0167
Si	8.2035	8.2035	0.683	-0.0862	0.0371	-0.0034
Si	1.3673	1.3673	2.0503	0.0868	0.0971	0.0096
Si	6.8362	1.3673	2.0503	0.1616	0.0441	-0.028
Si	4.1018	4.1018	2.0503	0.0555	-0.0158	0.1325
Si	9.5708	4.1018	2.0503	0.0687	-0.0303	-0.0374
Si	1.3673	6.8362	2.0503	0.1311	-0.0281	-0.0591
Si	6.8362	6.8362	2.0503	0.0687	0.1143	0.1493
Si	4.1018	9.5708	2.0503	0.0508	-0.1855	-0.1087
Si	9.5708	9.5708	2.0503	0.0056	0.0392	0.07
Si	2.7345	0	34.9747	-0.0798	-0.0177	-0.0908
Si	8.2035	0	34.9747	0.0233	-0.0263	0.0068
Si	0	2.7345	34.9747	-0.1868	-0.0284	0.1354
Si	5.469	2.7345	34.9747	-0.128	0.072	-0.1695
Si	2.7345	5.469	34.9747	-0.086	0.1084	0.1614
Si	8.2035	5.469	34.9747	-0.1043	-0.0692	-0.0601
Si	0	8.2035	34.9747	0.0319	-0.0214	-0.0655
Si	5.469	8.2035	34.9747	-0.0599	-0.0001	0.0778
Si	4.1018	1.3673	36.3419	-0.0094	0.0397	-0.0141
Si	9.5708	1.3673	36.3419	-0.0382	0.0937	0.0158
Si	1.3673	4.1018	36.3419	0.0113	0.0383	-0.0138
Si	6.8362	4.1018	36.3419	0.0339	0.0201	0.0075
Si	4.1018	6.8362	36.3419	-0.0299	0.0488	0.0122
Si	9.5708	6.8362	36.3419	0.01	0.0345	0.0013
Si	1.3673	9.5708	36.3419	0.0233	0.0235	0.0175
Si	6.8362	9.5708	36.3419	0.0127	0.0274	-0.0196
Si	-0.1778	-0.1596	26.7592	0.0033	-0.0044	0.0038
Si	4.2487	-0.2564	26.134	0.0008	0.0079	0.0025
Si	2.6601	2.4114	26.7409	0.0085	0.0025	-0.0019
Si	7.2612	2.9376	26.9716	-0.0029	-0.0013	-0.0012
Si	-0.5452	5.5076	26.8156	-0.0019	0.0046	0.0071
Si	5.6826	4.9094	26.9328	0.0129	-0.0033	0.0066
Si	1.8531	8.7389	25.4748	-0.0059	-0.0011	-0.0003
Si	8.2659	7.8353	26.7188	0.003	0.0005	-0.0006
Si	1.2171	1.2228	28.1373	-0.0024	0.0019	-0.0016
Si	6.4344	1.1734	28.4395	-0.0038	0.0007	-0.0009
Si	3.9454	3.919	28.1425	-0.0024	-0.0046	-0.0007
Si	9.1839	3.9388	28.1377	0.0016	0.0069	-0.0006
Si	1.1388	6.7961	27.9526	-0.0036	0.0005	-0.0025
Si	6.7352	6.6895	28.1126	-0.0047	0.0005	-0.0021
Si	4.6851	10.3121	28.3665	0.001	0.0002	-0.0007
Si	9.3797	9.4573	28.1109	0.0031	0.0016	-0.0025
Si	2.7434	0.08	29.5593	0.0001	-0.0018	-0.0004
Si	8.1324	-0.0289	29.5357	-0.0035	0.0009	0.0037
Si	-0.1356	2.7121	29.4177	-0.0053	-0.0016	-0.0012
Si	5.3178	2.7738	29.7196	0.0086	0.0055	-0.0031
Si	2.6285	5.4911	29.3331	0.0005	-0.0005	0.0027
Si	8.1246	5.4702	29.5866	-0.0013	-0.0026	-0.0043
Si	-0.0413	8.2226	29.454	-0.004	-0.0027	0.0001
Si	5.4748	8.2765	29.3923	0.0003	-0.0011	-0.0015
Si	3.9748	1.4228	31.0458	-0.0008	-0.0076	-0.0008
Si	9.5282	1.3515	30.8626	0	0.0009	-0.0015
Si	1.2686	4.1288	30.7687	0.0029	0	-0.0021
Si	6.7699	4.1431	30.9627	-0.0041	-0.0048	0.0018
Si	4.033	6.8797	30.7282	0.0008	-0.0017	0.0009
Si	9.5578	6.8503	30.8707	0.0027	0.0005	0.0005
Si	1.3703	9.564	30.8316	-0.0009	0.0013	-0.0004
Si	6.8125	9.5286	30.905	0.0015	-0.0001	-0.0041
Si	-0.0046	-0.0006	32.2111	0.0019	-0.0019	-0.0004
Si	5.4132	-0.0236	32.256	0.0011	0.0011	0.0025
Si	2.6119	2.8231	32.2823	-0.0036	0.0038	0.0024
Si	8.1612	2.7197	32.2495	0.0001	0.0007	-0.0022
Si	-0.039	5.4634	32.2207	-0.0004	-0.0005	-0.0001
Si	5.3902	5.5448	32.2213	-0.0019	0.0014	-0.0007
Si	2.6976	8.1779	32.2035	0.0003	0.0012	-0.0007
Si	8.2017	8.1985	32.2651	-0.0012	-0.002	-0.0005
Si	1.3329	1.3663	33.617	-0.0018	-0.0005	-0.0012
Si	6.8108	1.3391	33.6097	-0.001	0.0006	-0.0014
Si	4.074	4.1311	33.6058	0.0005	-0.0001	-0.0016
Si	9.5531	4.0846	33.6022	0.0003	0.0007	-0.0013
Si	1.3492	6.8114	33.5955	0.0012	0.0004	-0.0002
Si	6.8192	6.8357	33.6106	0.0004	-0.0025	-0.0026
Si	4.0674	9.5327	33.6054	-0.0002	-0.0001	-0.0004
Si	9.5773	9.5738	33.6052	-0.0005	-0.0006	-0.0015
Si	2.7461	-0.0136	3.3931	-0.0003	0.0003	0.0008
Si	8.224	0.0214	3.4316	0.0009	-0.0009	0.0017
Si	0.0316	2.7636	3.425	0.0026	0.0002	-0.0002
Si	5.5101	2.7497	3.4176	0.0001	-0.0015	0.0003
Si	2.7487	5.4807	3.4325	0.0009	-0.0016	-0.0002
Si	8.2461	5.4923	3.4145	-0.001	-0.0006	0.0004
Si	0.0096	8.1943	3.4041	-0.0024	-0.0023	0.0005
Si	5.4661	8.2067	3.4421	0	0.0005	0.0001
Si	4.1792	1.2992	4.7206	0.0021	-0.001	0
Si	9.6274	1.3936	4.7925	-0.0035	0.0013	-0.001
Si	1.3999	4.1223	4.8252	-0.0023	0.0008	0.0015
Si	6.8966	4.1374	4.7813	-0.0008	0.0031	-0.0006
Si	4.1169	6.8174	4.8367	-0.0001	0.0006	0.0007
Si	9.6716	6.791	4.8089	0.0018	-0.0006	0
Si	1.3904	9.5404	4.7491	-0.0008	0.0023	0
Si	6.8755	9.5628	4.7914	-0.001	-0.0001	0.0023
Si	0.0451	-0.04	6.1135	0.0027	0.0002	-0.0053
Si	5.538	0.008	6.1823	0.0008	0.0002	-0.0053
Si	2.8225	2.6678	6.0215	-0.0033	-0.0006	-0.0018
Si	8.3445	2.86	6.1478	0.0011	-0.0005	0.0013
Si	0.1082	5.5042	6.31	-0.0016	0.0008	-0.0029
Si	5.5322	5.4574	6.2031	-0.0037	-0.0032	0.002
Si	2.7175	8.199	6.1759	0.0023	-0.0036	0.0014
Si	8.2585	8.1461	6.0936	-0.0038	0.0012	-0.0017
Si	1.4877	1.3188	7.3975	0.0021	0.0011	0.0027
Si	6.9713	1.4929	7.4276	-0.008	0.0042	0.0037
Si	4.2406	3.884	7.4418	0.0135	0.0009	-0.0068
Si	9.651	4.1876	7.706	-0.0014	-0.0021	-0.0035
Si	1.385	6.9638	7.7377	0	-0.0003	0.0054
Si	6.9508	6.8315	7.5541	0.0055	-0.0023	-0.0008
Si	4.1281	9.5149	7.4959	-0.0013	0.0004	-0.0027
Si	9.5858	9.5231	7.4428	0.0003	-0.0084	0.0088
Si	2.8539	0.0162	8.855	-0.0024	0.0001	-0.0011
Si	8.2378	0.0148	8.6797	-0.0022	-0.0003	0.007
Si	0.1237	2.6043	8.8081	-0.0056	-0.0033	0.0044
Si	5.641	2.7337	8.93	0.0039	0.0054	-0.0048
Si	2.8067	5.9052	9.3935	0.0004	0.0066	-0.0016
Si	8.2247	5.5462	9.1446	-0.0007	0.0086	0.0021
Si	-0.1006	8.2761	9.0053	-0.0042	0.0044	-0.0039
Si	5.5843	8.2356	8.8557	0.0014	-0.0076	0.005
Si	4.7319	0.8769	10.0827	0.0045	-0.0036	0.0056
Si	9.8299	1.0597	10.021	-0.0029	0.004	-0.0045
Si	1.6597	3.8926	11.2655	-0.0069	-0.0095	0.0121
Si	6.3821	4.5662	10.3197	-0.0058	-0.0029	0.0048
Si	4.8924	6.522	10.3465	0.0048	-0.0002	-0.0055
Si	9.3757	7.1495	10.5617	-0.0057	0.0027	-0.013
Si	1.199	9.8621	10.1379	0.0008	-0.0045	-0.0081
Si	6.4393	10.1354	9.8937	-0.0042	0.0053	-0.004
O	9.3885	6.704	26.185	0.0032	-0.0063	-0.0054
O	5.6682	-0.3685	25.3269	0.0005	0.0005	-0.0023
O	12.9664	5.4006	10.7648	0.0039	0.015	-0.0014
O	2.8992	3.1645	12.0287	-0.0073	0.0023	0.002
O	5.1335	5.6397	25.5267	-0.0012	0.006	-0.0013
O	0.6042	9.7709	25.6968	0.0006	0.0014	-0.0001
O	0.0423	0.0172	10.6157	-0.0003	-0.0004	0.0046
O	1.2473	3.0501	9.9494	0.0043	-0.005	0.0012
O	6.5074	4.181	11.9508	-0.0046	0.0044	-0.0099
O	3.1387	4.6018	8.4485	-0.0022	-0.004	0.0033
O	10.2761	6.3949	11.7226	0.0046	-0.0104	0.0175
O	1.9256	9.2774	11.5212	0.0003	0.0018	0.0034
O	4.5592	1.1403	11.7215	0.0019	-0.0033	-0.0073
O	0.4225	3.9961	12.2947	-0.0062	0.0078	-0.0109
O	9.1258	1.751	11.3452	0.0014	0.0005	-0.0061
O	4.8406	6.8255	11.9856	-0.002	0.0017	0.0028
O	7.5519	8.5955	25.4272	0.0003	0.0018	-0.0003
O	12.8247	7.6399	26.6965	0.0012	0.0016	0.0017
O	1.7699	8.023	23.9979	0.003	-0.0007	-0.0041
O	3.6604	1.2875	25.9695	-0.0023	-0.0005	0.0007
O	9.8892	0.9362	25.8777	0.0009	0.0026	-0.0022
O	0.2348	4.6644	25.6176	-0.0014	0.0002	-0.005
O	7.687	13.3323	25.4616	-0.0035	0.001	-0.0003
O	3.2371	9.5912	25.4637	-0.0018	-0.0043	-0.0066
Si	10.9008	2.2128	22.8508	-0.0028	-0.0003	0.0016
Si	6.8737	9.801	24.5466	0.0016	0.0014	-0.002
Si	1.5531	11.983	16.8744	0.0046	-0.004	0.0011
Si	10.7144	-0.0365	14.6321	-0.0033	0.0017	-0.0018
Si	5.7978	-0.2448	16.6187	0.0025	0.0003	-0.0008
Si	12.79	6.8772	17.2187	0.0034	-0.003	-0.0023
Si	3.4	1.7586	12.6917	0.0005	0.0043	-0.0008
Si	4.1784	5.3167	24.2427	0.0022	0.0017	-0.0049
Si	4.2423	2.1244	15.7727	-0.0013	0.0009	-0.0006
Si	10.1324	2.9174	17.3066	0.0014	0.0007	-0.0046
Si	8.6938	1.1667	12.8094	0.0043	0.001	0.0002
Si	-5.9568	9.1646	19.0833	0.0004	0.0014	0.0006
Si	14.727	4.4423	17.5594	-0.0038	-0.0016	-0.0004
Si	8.7411	11.1014	16.7111	-0.0051	0.0049	-0.0036
Si	8.6283	-0.2407	19.8125	-0.0057	-0.0028	0.0027
Si	7.6575	-5.1347	20.7453	0.0007	-0.0004	0.0013
Si	3.7018	2.5394	19.8644	-0.0022	0	0.0009
Si	7.3541	9.4175	11.861	0.006	-0.0011	0.0032
Si	5.4178	3.9025	21.9086	-0.0003	-0.0022	0.0007
Si	10.9564	10.503	21.5664	-0.0015	-0.0016	0.0032
Si	-2.1983	1.3507	24.7817	-0.0003	-0.0018	-0.0028
Si	-0.5786	5.165	12.7953	0.0099	-0.003	0.0003
Si	-1.6	8.1853	21.136	-0.0013	0.0019	0.0027
Si	-4.9311	6.3781	18.1528	0.0006	0.0011	0.0004
Si	7.2812	5.9144	15.2414	0.0005	-0.001	-0.0007
Si	2.8066	7.6718	22.7656	-0.0018	-0.0013	0.0061
Si	5.177	9.5397	22.0101	0.0034	-0.0017	0.0034
Si	-0.6506	5.7241	15.7401	-0.0058	-0.0081	-0.0052
Si	10.2725	4.0365	20.2847	0.0009	-0.0006	0.0019
Si	1.8438	10.0327	12.9709	0.0007	-0.0017	-0.0048
Si	-4.8905	1.2911	20.8748	-0.0007	0.0003	0.0026
Si	5.5405	7.4952	13.2973	-0.0008	-0.0031	-0.0014
Si	1.5379	3.7795	25.1196	-0.0003	-0.0012	0.0058
Si	0.9908	6.714	20.2021	0.0021	-0.0021	0.0032
Si	7.467	3.8093	13.2328	0.0013	0.001	0.0012
Si	14.5719	8.6743	15.2604	0.0007	-0.0009	-0.0021
Si	13.1762	-0.171	19.549	0.0003	0	0.0013
O	9.9282	3.263	18.8857	-0.0001	0.0008	-0.0011
O	5.1468	1.806	19.5993	0.0006	-0.0009	-0.0012
O	6.3738	2.5801	21.8216	0.0002	-0.002	-0.003
O	1.4239	10.9475	18.1332	-0.0004	-0.0037	0.0046
O	4.4515	7.4845	14.5119	-0.0028	0.001	0.0015
O	1.0664	2.945	23.7966	-0.0001	-0.0039	-0.0076
O	7.042	4.3615	14.7274	-0.0009	0.0021	0.0036
O	-3.3937	2.1812	13.3631	-0.0059	-0.0042	0.0039
O	4.0161	2.044	14.1673	-0.0002	0.0008	-0.003
O	13.5828	1.3156	20.1402	-0.0011	-0.0012	-0.0016
O	9.0661	1.7908	16.7361	0.0028	0.0012	-0.0001
O	4.3359	3.6797	16.2271	0.0009	0.001	-0.001
O	13.8093	9.4308	14.0515	-0.0003	0.0004	0.0026
O	16.7297	10.2854	18.2082	0.0003	0.0005	-0.0026
O	8.1902	10.5589	12.6895	-0.0061	-0.0122	-0.0015
O	18.2712	10.5568	16.1104	-0.0028	-0.0017	-0.0003
O	2.606	8.0869	16.3944	-0.0011	-0.0028	0.0019
O	8.8444	4.6956	20.707	-0.0015	0	-0.0021
O	-5.8294	7.7372	18.308	-0.0018	-0.0008	-0.0017
O	3.1215	3.3903	18.6117	-0.0001	-0.0004	-0.0005
O	4.0098	3.5969	21.0891	-0.0004	-0.0002	-0.0037
O	-5.3302	19.833	20.5686	-0.0009	-0.0005	-0.0006
O	6.2949	5.1936	21.4097	0.0005	0.0021	-0.0026
O	10.9331	5.654	14.2414	-0.0102	-0.0103	-0.0102
O	9.9483	1.1804	13.8565	0.0031	-0.0013	0.0038
O	2.6933	4.8534	24.7005	-0.0057	0.0007	0.0001
O	7.9997	0.0053	24.2191	-0.0011	-0.0008	-0.0019
O	0.3352	17.5887	16.6484	0.0026	0.0001	0.0012
O	1.0871	0.4753	15.4364	-0.0015	-0.0036	-0.0091
O	5.006	5.1201	18.405	0.0018	-0.0008	0.0018
O	8.9016	-0.297	18.238	0.0003	-0.0053	0.008
O	8.8062	6.371	15.5866	0.0065	-0.0057	-0.0018
O	-0.7708	9.1785	22.1838	0.0001	-0.0001	-0.0032
O	12.2474	-0.8991	20.6776	0.0001	-0.0013	-0.0008
O	8.2947	7.032	21.6562	0	0.0007	-0.0031
O	0.32	9.829	13.5379	0.0024	-0.0015	-0.0008
O	7.4033	0.6955	20.2672	0.004	-0.0028	-0.0045
O	0.5623	5.1264	20.1302	-0.0005	-0.0021	-0.0017
O	10.7694	2.9995	21.4366	0.0002	-0.0008	-0.0026
O	2.7001	5.506	17.0112	-0.0045	0.0058	0.0008
O	6.8371	6.7389	13.9113	0.0015	0.001	0.0014
O	8.3469	-2.772	11.3898	0.0029	-0.002	0.0077
O	5.196	11.1662	21.7925	-0.0011	0.0006	-0.0023
O	0.7208	13.3304	17.1722	-0.0123	0.012	0.0026
O	9.4297	2.1611	23.5539	-0.0014	-0.0008	-0.0031
O	3.9462	6.6082	23.2757	-0.0005	-0.0001	-0.0039
O	9.7714	-0.6827	15.7756	0.0048	-0.0052	-0.0045
O	9.9417	0.3513	20.5601	0.001	0.0005	-0.0014
O	1.7672	7.1704	18.8301	0.0006	-0.0007	-0.0032
O	4.7102	9.726	15.8907	-0.0016	-0.0016	0.0008
O	6.2791	9.1604	23.1607	-0.0023	0.0001	-0.0041
O	-2.5469	-1.7849	20.2424	0.0007	0.0045	-0.0008
O	3.6713	9.014	22.3751	-0.0027	0.0006	-0.0036
O	8.9095	4.4742	12.9186	0.0115	0.0054	0.0008
O	7.2468	6.3017	19.2218	-0.0005	-0.0006	-0.0014
O	3.4719	-1.1929	19.2629	0.0009	-0.0015	-0.0008
O	16.5002	1.3258	16.2598	0.0025	-0.0017	0.0014
O	6.1364	-1.9842	12.8659	0.0027	0.0047	0.0005
O	2.1665	11.6292	12.7564	-0.0064	-0.0037	0.002
O	4.9644	4.1434	23.4416	0.0002	-0.0013	0.0008
O	11.414	11.5943	22.6811	-0.0001	0.0014	-0.0015
O	1.9487	7.0546	21.5014	0.0001	0.001	-0.0036
O	-0.9059	4.256	16.3987	-0.0006	0.0087	-0.0008
O	6.4646	-4.6641	16.596	0.0027	-0.0017	-0.0047
O	-0.4329	7.5014	20.2344	-0.0032	0.0017	-0.0013
O	14.0441	1.3774	16.655	0.0028	-0.0025	0.0019

Results
free energy: -156077.889 eV
free energy less fixed offsets of O -568.88, Si -635.61 eV per atom: -3.039 eV

The program warned: the cutoff lies below the one the program advises for these potential files; the forces do not sum to zero within the program's tolerance; the exchange-correlation potential is rough where the density is thin.
